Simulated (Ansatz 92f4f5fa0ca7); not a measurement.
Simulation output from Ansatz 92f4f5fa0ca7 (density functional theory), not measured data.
Periodic cell of 252 atoms, Si144O100N8, from a study of silicon, its oxide and their interface. The atomic structure is a simulated model.
This geometry differs little from another in the collection (a relaxation step or a small displacement).

Settings: functional r2SCAN; potential files Ansatz PAW; basis plane waves; wave-function cutoff 800 eV; density cutoff ratio 5; exchange-correlation grid ratio 1; k mesh 1 x 1 x 1, shifted by 0.5 0.5 0 of a step; self-consistency stop 1e-10 eV per atom in the density residual; occupations fixed; spin none; net charge 0.

Cell vectors (angstrom)
a  10.888  0  0
b  0  10.888  0
c  0  0  35.9678

Atoms and the computed forces on them: element, x, y, z (angstrom), force x, y, z (eV/angstrom)
Si  1.4925  1.4176  1.4047  0.0012  0.0009  -0.0013
Si  3.1681  2.326  -0.038  -0.0013  -0.0018  -0.0025
Si  -0.1472  5.7979  -0.1092  -0.0008  -0.0005  -0.0009
Si  3.0521  8.0591  0.1717  0.0017  0.0001  0
Si  5.3285  -0.0291  0.077  -0.0009  -0.0005  -0.0006
Si  8.4335  2.4001  -0.0385  -0.002  0.0005  -0.0007
Si  5.2009  5.7559  0.1477  0.0009  0.0001  -0.0001
Si  8.595  8.0449  0.285  0  0.0001  0.0003
Si  -0.1479  0.2726  0.2278  0.0035  -0.0032  -0.0051
Si  4.1312  4.0339  1.3092  -0.001  -0.0013  -0.0002
Si  1.4054  6.8402  1.3363  0.0007  0.0001  -0.0003
Si  4.1589  9.5214  1.5784  -0.0009  -0.0008  -0.0012
Si  6.8988  1.2455  1.3183  -0.0007  -0.0002  -0.0006
Si  9.5979  4.1019  1.1714  -0.0001  -0.0007  -0.0006
Si  6.8734  6.8583  1.393  -0.0003  0.0002  -0.0016
Si  9.6923  9.5693  1.6053  -0.0001  0.0005  -0.0006
Si  0.072  2.8073  2.6696  -0.0013  -0.0008  -0.0015
Si  2.7417  0.0103  2.8217  -0.0002  -0.001  -0.0003
Si  0.1444  8.1623  2.8413  0.0007  -0.0011  -0.001
Si  2.732  5.3896  2.6789  -0.0016  -0.0001  0.0001
Si  5.531  2.6819  2.6612  -0.0004  -0.0006  -0.0011
Si  8.1954  -0.0206  2.8223  -0.0005  -0.0001  0.0002
Si  5.5527  8.1588  2.8471  -0.0003  -0.0009  -0.0007
Si  8.2303  5.4098  2.6554  0.0003  0  -0.0008
Si  1.376  4.1109  4.1119  0.0002  -0.0001  0.0001
Si  4.1389  1.3934  4.0889  0.0008  -0.0002  0.0001
Si  1.4327  9.532  4.1956  -0.0006  -0.0005  -0.0006
Si  4.1175  6.7454  4.0622  -0.0002  -0.0003  0.0002
Si  6.8605  4.0607  4.0366  0.0004  -0.0003  0.0008
Si  9.5979  1.4004  4.0525  -0.0006  -0.0002  0.0002
Si  6.8561  9.5317  4.205  0.0002  -0.0005  0.0005
Si  9.5565  6.7954  4.0676  -0.0001  -0.0008  0.0002
Si  0.0166  0.0174  5.4724  -0.0002  -0.0002  0.0005
Si  2.7518  2.7311  5.4581  0.0002  -0.0001  0
Si  0.0027  5.4624  5.4534  -0.0008  -0.0011  0.0003
Si  2.7766  8.1138  5.4528  0.0003  -0.0004  0.0005
Si  5.4493  0.0149  5.4774  -0.0006  -0.0005  0.001
Si  8.2087  2.7252  5.4122  -0.0005  -0.001  0.0002
Si  5.4754  5.3972  5.4325  -0.0007  0.0004  -0.0006
Si  8.2143  8.1372  5.4994  0.0002  0.0004  0.0003
Si  1.3849  1.365  6.8274  -0.0002  -0.001  0.0001
Si  4.0954  4.0873  6.8401  -0.0001  -0.0009  -0.0001
Si  1.3639  6.8102  6.8098  0.0002  -0.0007  0
Si  4.0853  9.4994  6.7891  -0.001  -0.0001  0
Si  6.8336  1.3837  6.7817  -0.0005  -0.0004  -0.0003
Si  9.5133  4.1042  6.785  -0.0005  0.0001  -0.0006
Si  6.8006  6.779  6.8201  -0.0001  -0.0002  0.0004
Si  9.5534  9.5325  6.848  -0.0005  -0.0015  -0.0002
Si  0.0006  2.7751  8.1235  0.0012  0.0005  -0.0002
Si  2.7026  -0.085  8.1595  -0.001  -0.001  0.0002
Si  0.0144  8.1438  8.2008  -0.0011  -0.0001  0.0001
Si  2.7018  5.4667  8.1834  0.0005  -0.0008  0.0002
Si  5.4619  2.6941  8.169  -0.0002  0.0005  0.0001
Si  8.1533  0.0235  8.1552  -0.0001  0  0.0002
Si  5.4102  8.1558  8.152  -0.0002  -0.0005  0.0007
Si  8.137  5.4067  8.188  -0.0002  -0.001  -0.0004
Si  1.3223  4.1158  9.5327  -0.0016  0.0001  -0.0003
Si  4.1041  1.2576  9.4528  0.0005  -0.002  -0.0002
Si  1.3556  9.4744  9.6013  0.0025  -0.0001  0.0007
Si  4.0235  6.852  9.554  0  0.0009  -0.0006
Si  6.7649  4.0627  9.5798  -0.0001  0.0006  -0.0007
Si  9.5211  1.4349  9.4562  0.0002  0.0003  0.0006
Si  6.7455  9.544  9.4675  -0.0017  -0.001  -0.0004
Si  9.5144  6.7651  9.524  -0.0003  -0.0007  -0.0005
Si  -0.0627  0.0456  10.7844  -0.0003  0.0007  -0.0005
Si  2.6978  2.6167  10.6898  -0.0009  -0.0007  0.0001
Si  -0.0502  5.4431  10.9758  0.0011  -0.0006  0.0015
Si  2.7081  8.1446  11.0679  -0.0019  0.0005  0.0001
Si  5.4163  -0.0447  10.9283  -0.0001  0.0008  -0.0009
Si  8.1823  2.7186  10.9198  0.0002  -0.0001  -0.001
Si  5.3217  5.4387  10.8759  0.001  -0.0007  -0.0001
Si  8.0765  8.1538  10.7516  -0.0001  -0.0007  -0.0001
Si  1.3323  1.3614  12.1292  0.0002  -0.0007  0.0017
Si  4.0256  3.8804  12.0912  0.0016  0.0019  0.0007
Si  1.1946  6.8648  12.4016  0.0056  -0.0016  -0.0012
Si  4.0581  9.5714  12.4248  -0.0003  -0.0014  0.0011
Si  6.8314  1.3145  12.2336  -0.0002  -0.002  0.0008
Si  9.4702  4.0886  12.3613  0  -0.0003  -0.0012
Si  6.7091  6.8453  12.1309  -0.0013  0.0001  0.0004
Si  10.7265  8.5029  13.2832  -0.0012  0.0011  0.0003
Si  0.072  2.686  13.6137  -0.0013  0.0008  -0.0027
Si  2.654  0.162  13.6962  0.0005  0.0002  -0.0018
Si  -1.5998  9.6765  12.0081  -0.0005  0.0006  0.0008
Si  1.3513  6.0972  14.6938  -0.0048  0.0014  -0.0001
Si  5.4942  2.7277  13.4465  -0.0003  0.0007  0.0001
Si  8.1091  -0.0299  13.6562  0.0007  -0.0006  -0.0014
Si  5.4715  8.1236  13.6785  -0.0011  -0.001  -0.0015
Si  8.0357  5.5939  13.5629  0.0005  -0.0024  0.0006
Si  1.9508  3.8908  14.4702  0.0013  0.0011  0.0051
Si  3.9787  1.7415  14.9253  0.0053  -0.0019  0.0028
Si  0.8188  10.0498  14.7896  0.0005  -0.0019  0.0026
Si  4.3583  6.7555  15.259  0.0038  -0.0018  0.003
Si  6.3845  4.428  14.7925  -0.0026  -0.0023  0.0037
Si  9.9537  0.8996  14.793  0.0007  -0.0019  0.0027
Si  7.0445  9.2451  15.1275  -0.0003  0.0024  0.0013
Si  9.3903  7.2038  14.6215  0.0015  0.0007  0.0015
Si  -15.038  -7.7652  17.4779  0.0009  -0.0018  -0.0008
Si  12.4937  6.9323  27.6491  -0.0002  0.0001  -0.0018
Si  -2.8737  35.7142  22.429  -0.0007  -0.0004  -0.0015
Si  37.2293  -10.5825  29.3957  -0.0003  0  -0.0006
Si  -5.6574  13.6745  21.5324  -0.0003  0  -0.0001
Si  5.3477  -1.2501  22.8  0.0001  0.0004  -0.002
Si  12.1164  5.0684  21.3034  0.0003  0.0003  -0.0006
Si  -14.5888  0.7237  24.3708  0.0005  0.0009  -0.0017
Si  -12.0638  10.0068  23.6602  -0.0005  0.0002  -0.0009
Si  8.6547  10.1993  31.8491  -0.0009  -0.0004  0.0029
Si  -1.5668  27.3927  21.9579  -0.0003  0.0002  -0.0018
Si  -5.6987  11.184  26.5338  0.0004  -0.0005  -0.0024
Si  9.223  22.6919  17.0097  0.0041  -0.0003  0.0028
Si  21.0496  34.4982  32.168  0.0028  0.0017  -0.0015
Si  -0.4746  17.1301  17.1695  -0.0016  0.0006  0.0003
Si  8.9421  8.6487  17.2574  -0.0005  -0.0027  -0.0006
Si  -4.6398  5.8988  33.3761  -0.0029  0.0006  0.0016
Si  -5.8677  -2.082  17.3791  -0.0003  0.0008  0.0029
Si  -9.8189  0.9733  18.6807  0.0007  0  -0.0011
Si  -9.8484  1.0865  24.0347  0.0007  -0.0002  -0.0013
Si  5.7886  21.9087  20.2206  0.0001  -0.0002  -0.0013
Si  -30.875  -11.8099  33.9888  -0.0114  -0.0019  -0.0016
Si  -19.029  3.4846  23.3286  0.0005  -0.0007  -0.0005
Si  -3.0406  3.3311  32.9922  -0.0008  0  0.0036
Si  -3.9713  -12.7774  34.0493  -0.002  0.0006  0.0024
Si  -8.6937  3.8253  30.9895  -0.0009  -0.001  0.0003
Si  -6.764  13.0311  18.7689  -0.0015  -0.0003  0
Si  2.0614  20.0597  17.5949  0  0.0005  0.0005
Si  25.4393  6.2463  31.6869  0.0024  -0.0008  0.0005
Si  14.0965  -19.6575  27.6188  0.0007  0  -0.0008
Si  -2.1584  4.5749  19.0161  0.0006  0.0002  0.0005
Si  1.0326  -5.1021  32.8822  -0.0005  -0.0009  0.0026
Si  -3.7621  23.1864  30.5955  -0.0006  0.0011  0.0014
Si  4.01  4.1791  16.6077  0.0001  0.0017  0.0029
Si  3.187  -11.9865  24.7462  0.0002  0  -0.0024
Si  6.0052  0.5233  17.1767  -0.0051  0.003  -0.005
Si  2.3472  4.4739  26.3632  0.001  0.0002  -0.0017
Si  -0.5794  2.5871  20.4468  0.0003  -0.0004  -0.0008
Si  -29.9091  -2.2961  29.848  0.0005  -0.0004  -0.0007
Si  9.5005  13.2228  29.1736  0.0005  0  0.0009
Si  0.5516  -17.4128  28.5391  0.0014  -0.0011  0
Si  -19.6475  6.0531  18.467  0.0004  0.0014  0.0033
Si  2.2499  23.6227  33.1206  0.0007  0.0016  0.0032
Si  -3.0672  8.1345  22.2776  -0.0001  -0.0006  -0.0011
Si  -21.2274  -1.9528  25.8918  0.0009  0.0005  -0.0016
Si  -14.8299  8.6767  19.4653  -0.0006  -0.0008  0.0005
Si  -10.6018  8.4509  31.64  0.003  0.0017  0.0015
Si  0.3226  11.8901  26.8887  -0.0008  -0.0028  -0.0005
O  -5.1305  -0.9709  34.7426  -0.0003  -0.0009  -0.0008
O  -12.813  -12.4823  22.4075  -0.0005  0  0.0011
O  7.2486  -6.9051  18.7529  -0.0013  -0.0012  -0.0027
O  4.2926  1.1688  35.6  0.0005  0.0003  0.0007
O  12.3487  21.1702  18.6232  -0.0003  0.0002  0.0001
O  9.5671  6.9085  35.5772  -0.0007  -0.0013  -0.0006
O  -24.641  10.9404  30.5744  0.0003  0.0006  -0.0015
O  11.7438  -17.6987  26.9493  0.0001  0.0005  0.0009
O  -6.7759  -3.9864  35.6861  -0.002  0  -0.0003
O  -11.5281  12.7141  30.5412  -0.0009  0.0001  0.0021
O  1.2015  8.6871  30.3235  -0.0015  -0.0011  0.0015
O  11.4939  -0.4237  34.9497  0.0028  -0.0045  -0.0031
O  6.587  11.6531  25.8732  -0.0012  -0.001  -0.0003
O  -22.3898  7.7997  17.6344  -0.0003  -0.0011  -0.001
O  -11.3896  -1.972  24.6593  0.0009  -0.0002  0.0015
O  3.3152  3.7146  27.4156  0.0005  -0.0007  0.0005
N  -4.6311  9.7827  16.6446  -0.001  -0.0017  -0.0032
N  3.0278  3.0932  15.6156  -0.0009  0.004  0.0013
O  -7.6391  16.0798  17.656  0.0003  -0.0009  -0.0006
O  5.4201  19.3886  18.925  0.0008  0.0001  0.0009
O  24.6183  37.0354  13.1392  -0.0009  -0.0037  -0.0004
O  -4.4283  8.4818  23.0824  0.0004  0  -0.0002
O  -36.3892  -0.617  19.7659  0.0006  -0.0005  0.0013
N  10.6799  6.3436  15.4831  -0.0013  0.0034  -0.0013
O  -3.4766  -5.9949  32.8382  -0.0019  -0.0004  0.0004
O  2.7092  6.8697  15.2889  0.0014  -0.0001  -0.0006
O  23.8124  5.7308  20.0546  -0.0007  -0.0005  -0.0005
O  -1.2005  30.8151  31.4163  0.001  -0.0001  0.0006
O  -8.8228  -2.1011  25.3134  -0.0005  0.0003  -0.0004
O  -3.5804  -13.9116  20.7804  0.0009  0.0008  0.0005
O  4.4084  20.8688  25.7884  0.001  0.0011  0.002
O  -13.8815  8.1021  18.3339  0.0004  0.0016  -0.0016
O  0.1453  17.7935  32.1092  0.0001  0.0009  0.0001
O  7.0833  24.1022  31.9532  -0.0004  -0.0015  -0.0016
O  12.4845  2.34  23.1847  0.0007  0.0008  -0.0002
O  -4.2897  -7.2364  21.8141  0.0002  -0.0006  -0.0004
N  8.4095  8.2408  15.6688  0.0038  -0.0014  -0.0017
N  5.1178  0.7058  18.7363  0.0004  -0.0001  -0.0018
O  3.5779  7.6032  30.8251  -0.0013  -0.0012  0.0006
O  0.8925  -4.9465  28.7424  0.0001  -0.001  -0.0001
O  20.0223  10.2341  17.4447  0.0006  -0.0023  0.0007
O  -8.1721  3.9802  24.8759  0.0004  -0.0005  0.0008
O  10.9084  38.6619  21.8926  0.0006  -0.0004  0.0007
O  -12.0893  14.157  19.1058  0.0004  0.0001  -0.0017
O  7.1755  -7.0212  16.1107  -0.0019  0.0025  0.0002
O  3.5983  -12.2075  17.2646  0.0002  -0.0002  0.0008
O  -11.0344  -9.5551  17.6197  0.0012  0.0001  0.0014
N  4.9096  16.0231  15.445  -0.0019  0.0042  0.0002
O  -6.6951  23.3327  26.472  -0.0003  0  0.0021
O  2.3414  15.6477  22.4261  -0.0006  0  0.0005
O  2.4718  27.8436  26.5694  -0.0016  0.0004  0.0012
O  -13.597  -12.7211  35.0439  -0.001  -0.0001  0.0013
O  11.2755  18.567  26.8844  0.0009  -0.0009  0.0009
O  11.364  3.6828  20.9745  -0.0002  -0.0003  -0.0008
O  11.2208  12.1826  20.0991  -0.0003  -0.0002  -0.0022
O  -23.2575  22.2613  32.6763  0  0.0005  0.0032
O  -33.5306  12.3545  27.8913  0.0008  -0.0018  0.0012
O  -5.8258  20.8249  21.2225  0.0005  0.0002  -0.0009
O  -13.8957  24.0454  29.4114  -0.0011  -0.0013  0
O  11.6425  5.4874  17.8499  0.0001  -0.0012  -0.0001
O  3.5647  20.8884  29.855  -0.0001  -0.0004  0.0001
N  -3.4205  1.508  17.3322  -0.0039  0.0027  0.0013
O  -3.2089  -8.0463  34.5379  0.001  -0.0014  -0.0013
O  5.7  5.1372  34.693  0.0018  0.0012  -0.0017
O  -8.059  -8.356  31.7622  -0.0013  0.0003  0.0007
O  1.204  9.3313  16.2256  -0.0001  -0.0003  -0.002
O  0.6652  12.6918  32.9263  -0.0015  0.0007  -0.0037
O  1.0427  -6.4435  31.9711  0.0006  0.0002  0.0003
O  3.3235  15.8465  30.7632  0.0008  0.0008  0.0003
O  -5.9601  22.7849  16.0328  -0.0001  -0.001  0.0022
O  4.2788  13.8292  20.206  0.0003  -0.0003  0.0008
O  -2.3453  10.7526  24.4797  -0.0006  0.0007  -0.0012
N  -5.9121  -7.744  17.5969  -0.0005  -0.0002  -0.0025
O  -6.6786  13.8335  22.8075  -0.0009  0.0002  0.0007
O  -5.2656  0.8493  30.4746  0.0011  -0.0008  0.0001
O  -12.1508  1.3171  35.5896  0.0014  -0.0014  -0.0016
O  -7.1689  23.4169  29.0605  -0.0006  -0.0012  -0.0002
O  6.6195  7.4189  33.8124  -0.0013  -0.0025  0
O  2.5855  17.1869  32.9124  0.0008  -0.0003  -0.0017
O  1.0606  20.1333  32.7806  0.0092  0.0056  0.0064
O  -11.843  14.7718  28.8782  -0.0002  -0.002  0.0008
O  1.5181  -7.3758  29.5539  0.0009  0  0
O  2.5043  1.8283  18.5263  -0.0005  -0.0001  -0.0017
O  -4.9143  1.3744  21.2274  -0.0005  0.0002  -0.0005
O  -10.661  12.46  25.3627  0.0007  -0.0007  0.0021
O  -32.3331  10.2751  26.7711  0.0009  -0.0006  0.0009
O  -1.933  -6.5825  22.84  -0.0001  0.0007  -0.0009
O  18.4867  -8.7405  23.7091  0.001  -0.0005  0.0004
O  -8.7201  7.6642  18.2238  0  0.0011  -0.0004
O  9.106  -5.4404  17.7023  0.0016  0.0006  0.0012
O  4.9112  -14.3746  16.6434  -0.001  -0.0012  -0.0022
O  -8.2522  18.8535  28.356  -0.0002  -0.0001  0.0011
O  -8.2005  -1.9982  34.78  -0.0034  0.0015  0.0002
O  0.4931  -5.413  34.378  0.0007  0.0008  -0.0011
O  23.5206  1.4729  27.4648  0.001  -0.0001  0.0016
O  19.9182  2.2354  21.4109  0.0002  0.0008  -0.0006
O  14.797  -1.6546  23.4107  -0.0004  -0.0006  0.0003
O  -26.671  0.0604  23.5001  0.0003  0.0003  0.0023
O  -1.4765  14.0811  32.6279  0.0004  -0.0022  -0.0022
O  5.3993  -0.153  28.0749  -0.0002  -0.0002  0.0007
O  8.5225  -4.1142  22.734  0.0003  0.0005  -0.0009
O  -3.5065  -12.1487  32.6534  0.0008  0.0001  -0.0016
O  -10.8935  11.0459  23.1906  -0.0002  0.0002  0.0003
O  -8.2661  -8.147  34.4326  -0.0008  -0.0024  -0.0028
O  5.1537  6.0531  32.2211  -0.0006  0.0021  0.0001
O  -12.9527  -27.2729  20.411  0.0007  0  -0.0011
O  2.6912  0.3037  33.3992  -0.0054  -0.0021  0.0003
O  -8.5048  0.2744  24.4401  -0.0003  -0.0006  0.0006

Results
free energy: -152235.167 eV
free energy less fixed offsets of N -386.36, O -570.45, Si -639.56 eV per atom: -2.647 eV

The program warned: the cutoff lies below the one the program advises for these potential files; the forces do not sum to zero within the program's tolerance; empty levels may hold ghost states of the PAW files; the exchange-correlation potential is rough where the density is thin.
